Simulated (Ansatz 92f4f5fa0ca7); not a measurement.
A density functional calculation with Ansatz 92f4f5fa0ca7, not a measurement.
Periodic cell of 273 atoms, Si162O105B6, from a study of silicon, its oxide and their interface. The atomic structure is a simulated model.
Doubt: the cutoff is far below the 930 eV that the study's wrapper takes by default for these files, so forces and energies are approximate.
This geometry differs little from another in the collection (a relaxation step or a small displacement).

Settings: functional PBE; potential files Ansatz PAW; basis plane waves; wave-function cutoff 580 eV; density cutoff ratio 5; exchange-correlation grid ratio 1; k mesh 1 x 1 x 1, Gamma-centred; self-consistency stop 5e-08 eV per atom in the density residual; occupations fixed; spin none; net charge 0.

Cell vectors (angstrom)
a  11.6015  0  0
b  0  13.3963  0
c  0  0  30.8006

Atoms and the computed forces on them: element, x, y, z (angstrom), force x, y, z (eV/angstrom)
B  11.5541  -0.1657  24.7403  -0.0201  -0.0257  0.0171
Si  3.653  -0.1708  24.0946  0.0204  0.0017  0.0003
Si  7.8422  -0.106  23.952  0.0017  0.0079  -0.0121
Si  1.9372  3.0882  24.3031  0.016  -0.0016  -0.0013
Si  5.9678  3.415  24.1759  -0.0021  -0.0305  -0.0002
Si  9.918  3.2785  24.0888  -0.0353  -0.0115  -0.019
B  11.6159  6.5418  24.6859  0.0631  0.0505  0.0121
Si  3.9956  6.5834  24.0282  -0.0158  -0.0177  -0.0148
B  7.8924  6.6034  24.7117  0.0583  0.0088  0.0114
Si  1.8345  9.8676  24.1112  -0.0119  -0.0084  -0.0088
Si  5.8555  9.9928  24.0812  0.0175  0.001  -0.0027
Si  9.7422  9.7443  24.1509  0.0034  -0.014  -0.0057
Si  11.6219  1.8788  25.0279  -0.0062  0.0455  -0.0202
Si  4.0027  2.1443  24.8706  -0.0054  0.0115  -0.0095
Si  7.8853  2.1625  24.7474  0.0291  0.0188  -0.0083
Si  1.8176  5.5009  24.7337  0.0104  0.0142  -0.0072
Si  6.0616  5.6456  24.9663  -0.0368  0.0035  -0.022
Si  9.7636  5.6341  24.8051  -0.0811  -0.0229  0.0054
Si  11.6439  8.5693  24.9566  -0.0114  -0.0265  -0.0159
Si  3.8813  8.8635  24.7868  0.0188  -0.0047  -0.0013
Si  7.758  8.6609  24.8532  -0.0189  -0.0059  -0.0044
Si  1.6927  12.1813  24.9397  0.0041  -0.0269  -0.0205
Si  5.8041  12.2427  24.797  -0.0119  -0.0017  -0.0053
Si  9.8201  12.155  24.7507  -0.0026  -0.0025  -0.0057
Si  11.6177  2.1508  27.3527  0.0047  -0.0088  0.0232
Si  3.9305  2.1568  27.241  0.0062  -0.0054  0.0121
Si  7.7921  2.1814  27.1627  -0.0059  -0.0077  0.0189
Si  1.9451  5.5234  27.1699  -0.0024  0.0058  0.0004
Si  5.827  5.5508  27.3067  0.0028  0.003  0.0311
Si  9.6838  5.531  27.244  0.0059  0.0064  -0.0099
Si  11.6129  8.8504  27.3061  -0.0018  -0.0081  0.0082
Si  3.8793  8.8745  27.193  -0.0065  0.0021  0.0116
Si  7.7368  8.8739  27.2429  -0.0029  -0.0065  0.0081
Si  1.9157  12.1966  27.3012  -0.0108  0.0041  0.0182
Si  5.8069  12.2676  27.1908  0.0011  0.0036  0.0158
Si  9.6833  12.2178  27.1894  0.0046  -0.0066  0.0015
Si  1.9783  1.0528  28.0507  -0.001  0.0015  -0.0001
Si  5.8624  1.0861  28.0346  -0.0012  -0.0017  0.0058
Si  9.67  1.0476  28.0476  -0.0065  0.0046  0.0036
Si  11.6248  4.4202  28.027  -0.0033  0.0026  0.0085
Si  3.8746  4.4104  28.0138  -0.005  0.0053  0.0067
Si  7.7568  4.4055  28.0311  -0.005  0.0013  -0.0013
Si  1.9589  7.7434  28.0329  0.0011  -0.0005  0.0035
Si  5.8048  7.7867  28.0503  0.0054  0.0021  0.0013
Si  9.6653  7.7563  28.0504  -0.0006  0.0074  0.0073
Si  11.5839  11.1012  28.0535  0.0003  0.0006  0.0013
Si  3.8892  11.1133  28.016  0.0106  -0.0036  -0.0009
Si  7.7333  11.1307  28.0013  -0.0051  0.0009  0.0091
Si  1.9336  1.1164  30.4057  0.1155  -0.1094  0.1206
Si  5.8008  1.1164  30.4057  0.1541  -0.1082  -0.1074
Si  9.6679  1.1164  30.4057  -0.0956  -0.2073  0.0738
Si  0  4.4654  30.4057  0.0225  0.0113  -0.0449
Si  3.8672  4.4654  30.4057  -0.0418  -0.0817  -0.2
Si  7.7343  4.4654  30.4057  0.1204  -0.1759  -0.0412
Si  1.9336  7.8145  30.4057  0.1273  -0.1061  -0.0547
Si  5.8008  7.8145  30.4057  -0.0438  0.0069  0.1722
Si  9.6679  7.8145  30.4057  -0.0444  -0.097  0.1362
Si  0  11.1635  30.4057  -0.0977  -0.1221  0.1621
Si  3.8672  11.1635  30.4057  0.0469  -0.1148  -0.1027
Si  7.7343  11.1635  30.4057  0.0334  -0.0732  -0.219
Si  0  0  0.3944  -0.1091  0.1594  -0.3417
Si  3.8672  0  0.3944  0.1442  0.2023  -0.154
Si  7.7343  0  0.3944  -0.1114  0.1785  0.0008
Si  1.9336  3.3491  0.3944  0.1378  0.1054  -0.1916
Si  5.8008  3.3491  0.3944  -0.0494  0.0926  -0.0461
Si  9.6679  3.3491  0.3944  -0.1767  0.2068  -0.024
Si  0  6.6981  0.3944  -0.0492  -0.1205  -0.0561
Si  3.8672  6.6981  0.3944  -0.04  0.0833  0.0933
Si  7.7343  6.6981  0.3944  0.0367  0.1213  0.3662
Si  1.9336  10.0472  0.3944  0.0416  -0.092  -0.3504
Si  5.8008  10.0472  0.3944  0.0546  0.116  0.25
Si  9.6679  10.0472  0.3944  -0.109  0.0915  0.0426
Si  11.5859  0.0579  2.726  0.0006  0.0031  0.0023
Si  3.8947  0.0487  2.7464  -0.0053  0.0094  -0.0005
Si  7.7043  0.0689  2.7531  0.0011  -0.0041  0.0064
Si  1.9431  3.4175  2.7425  -0.004  0.0017  -0.0012
Si  5.776  3.4146  2.7645  0.0019  0.0007  -0.002
Si  9.632  3.4276  2.7655  0.0116  0.0037  0.0084
Si  11.5752  6.694  2.7591  0.01  0.0027  0.0035
Si  3.8717  6.7473  2.7731  0.0069  -0.0013  -0.0021
Si  7.7333  6.76  2.8274  -0.0128  -0.0093  0
Si  1.9332  10.0396  2.7252  0.0008  0.0018  0.0015
Si  5.8115  10.1023  2.8007  0  -0.0029  0.0006
Si  9.6387  10.0991  2.7651  -0.0003  0.0075  0.002
Si  11.5921  2.3215  3.4387  0.005  -0.001  0.0045
Si  3.855  2.2873  3.5683  0.0144  -0.0136  0.0328
Si  7.696  2.3061  3.5625  -0.0178  -0.004  -0.0088
Si  1.9355  5.6364  3.5598  -0.0183  -0.0063  0.0265
Si  5.7833  5.6345  3.6063  0.0127  0.003  0.0042
Si  9.6557  5.6289  3.6798  -0.0005  -0.0057  0.0012
Si  11.5759  8.9356  3.456  0.0003  -0.0016  -0.0072
Si  3.8718  8.9816  3.5739  -0.0003  0.0073  -0.0078
Si  7.7361  9.0049  3.6712  0.003  0.0082  -0.0078
Si  1.9363  12.302  3.3543  0.0012  0.002  -0.0048
Si  5.8066  12.3478  3.6151  0.0072  0.0105  -0.0082
Si  9.6401  12.3667  3.5081  0.0016  -0.0035  -0.0083
Si  11.5702  2.6131  5.7692  -0.0116  0.0196  -0.0094
Si  3.9472  2.4126  6.026  -0.0476  0.0432  -0.0166
Si  7.4928  2.2683  5.9671  0.0648  0.0268  0.0159
Si  1.9256  5.4796  5.9977  0.082  0.011  -0.0118
Si  5.5695  5.5894  6.0082  -0.0082  -0.0057  0.008
Si  9.7715  5.5808  6.1506  0.0063  0.0049  0.0125
Si  11.6133  8.9354  5.7818  -0.0029  -0.0011  0.0071
Si  3.8477  9.077  5.9496  0.0047  -0.0027  0.0021
Si  7.7413  9.0933  6.0969  -0.0109  -0.0077  0.0068
Si  1.9139  12.4172  5.643  -0.0015  0.009  0.0007
Si  5.776  12.6423  6.0259  -0.0043  -0.0082  0.0127
Si  9.6798  12.4965  5.8543  -0.0083  0.0255  0.0044
Si  1.8272  1.2439  6.4394  0.0242  -0.0046  -0.0004
B  5.7007  1.3074  6.1429  -0.0283  -0.0175  -0.0192
Si  9.6512  1.4206  6.5702  -0.0111  -0.0415  -0.0138
B  11.6361  4.6193  6.1208  -0.0516  -0.0277  -0.0135
B  3.7849  4.4914  6.1354  0.011  -0.006  0.0146
Si  7.5718  4.4979  6.866  -0.0557  0.0102  0.0127
Si  1.9295  7.8439  6.6821  -0.0025  -0.0106  0.004
Si  5.7489  7.9113  6.7472  0.0096  -0.0148  0.0158
Si  9.7373  7.9356  6.8387  0.0011  -0.0017  0.0187
Si  11.602  11.2306  6.3591  -0.004  -0.0097  0.0031
Si  3.8059  11.4039  6.6032  0.0012  0.0018  0.0174
Si  7.7699  11.4865  6.8372  0.0115  0.0131  0.0045
O  1.3523  0.7465  7.9561  -0.0007  0.0042  -0.0104
O  3.5031  11.5234  8.2521  -0.0065  0.0082  -0.0183
O  7.3173  4.4461  8.5495  0.0099  -0.01  -0.019
O  9.991  8.1745  8.5051  0.0042  -0.0003  -0.0243
O  5.7261  7.9149  8.4306  -0.0029  -0.0001  -0.0065
O  1.7806  7.9519  8.3441  -0.0053  -0.0025  -0.0106
O  9.8174  1.7821  8.1895  -0.0007  0.0363  0.0077
O  -0.0519  11.0671  7.9894  0.0011  0.0008  -0.0118
O  7.9915  11.7496  8.481  -0.0083  -0.0086  -0.0227
O  5.892  10.311  22.4305  -0.0041  -0.0014  0.0138
O  3.1089  12.9193  22.5137  -0.0009  0.0045  0.0392
O  6.0061  3.808  22.5536  -0.0082  0.0148  0.0189
O  1.9312  2.57  22.7287  -0.0023  -0.0011  0.0249
O  10.3129  3.2889  22.447  0.0103  0.0012  0.0037
O  7.9121  -0.1671  22.2655  -0.0037  -0.0107  0.0373
O  1.6407  9.6822  22.4509  0.0039  0.0079  0.0285
O  4.268  6.4516  22.3755  0.0038  0.006  0.0336
O  9.7162  9.4393  22.5098  0.0063  0.0053  0.0265
Si  3.0833  9.7183  14.1395  0.0002  0.0011  0.0018
Si  10.7227  7.0592  19.101  -0.0003  0.0003  -0.0007
Si  5.4299  12.9284  16.6545  -0.0014  0.0008  -0.0009
Si  7.3551  5.3278  9.93  0.0008  0.0015  0.0047
Si  8.9963  8.0543  9.8048  -0.0077  -0.0052  0.0123
Si  8.7938  4.6732  19.3962  0.003  -0.0012  0.0054
Si  2.0612  2.4621  21.1366  -0.0059  0.0079  -0.015
Si  11.384  9.8789  19.0097  -0.0036  -0.0027  0.0013
Si  3.5364  0.0882  11.2784  0.0043  0.0037  0.0038
Si  5.2521  2.3952  15.5113  -0.0011  0.0005  0.0016
Si  10.7829  12.1292  16.9502  -0.0001  0.0002  0.0017
Si  8.1026  3.0363  16.8751  -0.0006  0.0016  0.0002
Si  4.1843  6.9878  20.8304  0.0025  0.0006  -0.0057
Si  6.0554  1.3992  12.614  -0.0028  0.0022  0.0018
Si  6.7023  8.7194  19.7416  -0.0025  -0.0061  0.0021
Si  11.5863  11.0388  9.5877  -0.0008  0.0001  0.0158
Si  8.227  0.7595  20.9562  0.0123  0.0095  -0.0163
Si  3.975  4.1783  19.6601  0.0004  0.0036  -0.005
Si  8.4414  3.2019  11.7613  -0.0026  0.0019  0.0052
Si  0.1821  6.3197  14.2469  -0.001  -0.0005  0.0006
Si  3.1342  8.827  17.0304  0.0006  -0.0002  0.0002
Si  8.7075  11.9808  9.9273  -0.0011  -0.0069  0.0211
Si  4.0146  10.8624  9.6502  0.0123  -0.0001  0.0112
Si  10.05  1.4488  9.7594  0.0082  0.0031  0.0177
Si  5.4483  6.735  11.7249  0  -0.0018  0.0007
Si  1.4743  0.5502  16.4373  0.0008  0.0029  0.0003
Si  5.9062  10.6443  14.7488  0.0006  0.002  0.0003
Si  1.7087  12.5867  13.6552  0.0003  0.0005  0.0036
Si  8.2008  0.0909  17.971  -0.0013  0.0005  -0.0006
Si  1.2842  6.304  17.1665  0.0004  -0.0003  0.0007
Si  6.1862  8.8851  9.6725  0  -0.002  0.006
Si  1.8173  8.6238  9.8231  -0.0016  -0.0011  0.0137
Si  7.4514  6.9063  14.199  0.0007  -0.0001  0.0012
Si  6.2811  8.4388  16.6984  0.0003  -0.0007  0.0033
Si  2.3069  9.3894  20.9903  0.0022  -0.0045  -0.0136
Si  1.2616  0.4561  9.5381  0.0052  0.0032  0.0166
Si  9.4254  4.3576  14.4399  -0.0014  0.0014  0.0003
Si  7.7026  12.1323  12.7761  -0.0013  -0.0004  0.006
Si  9.789  8.4507  12.8887  -0.0003  0.0002  0.0031
Si  2.8117  3.4571  16.8485  0.0008  -0.0002  -0.0008
Si  10.4655  11.4684  13.8364  -0.0018  -0.0011  0.0018
Si  9.6202  8.952  20.9818  -0.0004  -0.0102  -0.0099
Si  3.1397  11.8411  18.1978  0.0017  0.0002  -0.0063
Si  5.2159  10.8393  21.041  0.0023  -0.0038  -0.0086
Si  3.4862  -0.295  20.9244  0.005  -0.0015  -0.0297
Si  6.6291  3.5611  21.0816  0.01  0.0066  -0.0173
Si  10.5745  2.629  20.967  0.0013  0.0028  0.0028
Si  2.4343  7.2047  12.3714  0.0019  -0.0026  0.0064
O  10.0231  3.6891  19.8465  -0.0063  0.0012  0.0047
O  6.6368  2.9838  16.1514  0.0008  0.0007  0.0036
O  9.81  1.181  20.8985  -0.0067  -0.0037  0.0058
O  4.8509  1.012  16.2918  0.0004  -0.0007  0.0028
O  3.7034  10.2323  20.9345  -0.0044  -0.0004  0.0119
O  11.5368  0.1876  16.8589  -0.0014  -0.001  0.0026
O  5.8645  5.6682  10.5385  -0.0011  0.0011  -0.001
O  1.8599  2.1042  16.8006  -0.0001  -0.0007  0.0042
O  7.6945  4.7359  20.6289  -0.0046  -0.0045  0.0028
O  9.1871  13.521  10.0769  -0.0102  -0.0113  0.0052
O  3.954  3.3863  15.6677  -0.0004  -0.0003  0.0025
O  2.5194  11.2228  13.9906  0.0002  0.0003  -0.0002
O  0.532  2.3013  20.5829  0.0047  -0.0017  0.0086
O  2.7196  3.8575  20.6409  -0.0023  -0.0054  0.0058
O  2.5431  9.1463  15.5567  -0.001  0.0021  0.0011
O  8.5771  1.6072  17.5023  0.0006  -0.0005  0.0049
O  4.6974  12.2635  17.9451  -0.0009  -0.0002  0.003
O  2.3031  7.5287  17.5706  -0.0007  0.0014  0.0025
O  7.9955  4.0946  18.1035  0.0023  -0.0008  0.0027
O  6.9921  10.9147  13.5829  -0.0002  -0.0011  0.0015
O  8.3509  8.136  13.603  -0.0014  -0.0009  0.0014
O  1.7413  7.401  10.9026  -0.0006  0.0032  -0.0033
O  3.1035  1.2796  20.6449  0.0011  -0.0053  0.0099
O  10.5941  11.4573  15.4692  -0.0014  -0.0001  0.0031
O  8.1372  4.679  11.1923  -0.0004  -0.002  0.0013
O  1.1728  9.7265  19.8663  0.005  -0.0007  0.0106
O  6.8696  13.4824  13.0966  -0.0001  -0.0006  0.0009
O  10.6099  7.6333  20.6677  -0.005  0.005  0.0028
O  2.5056  13.3861  12.511  -0.0045  0  0.0017
O  6.3036  6.5439  13.1011  -0.0002  0.0013  0.0024
O  2.7249  0.8781  10.1093  -0.003  -0.0013  -0.0032
O  5.7227  8.2223  11.0924  -0.0006  -0.0008  -0.0008
O  6.9861  8.3266  18.1722  -0.0012  0.0005  -0.0015
O  5.5491  7.8007  20.4489  0.0013  0.0014  0.0056
O  2.5558  8.7164  12.9842  -0.0003  0.0003  0.0018
O  10.2469  9.9708  13.2363  -0.0009  0.0016  0.0005
O  1.9612  4.8534  16.7887  -0.001  -0.0001  0.0036
O  4.7176  9.7257  14.1071  -0.0007  -0.0011  0.0019
O  9.2624  3.5352  15.8378  -0.002  -0.0013  0.0041
O  5.4796  2.1744  13.918  0.0011  -0.0004  0.0017
O  7.7021  11.7341  11.1919  0.0007  -0.001  -0.0048
O  5.2355  12.0193  15.3132  0.0009  -0.0005  0.004
O  11.6351  1.3467  10.1201  0.0003  0.0011  -0.002
O  3.8936  6.5188  12.1422  -0.001  0.0014  0.0003
O  2.7961  7.85  20.7362  -0.004  0.004  0.0041
O  4.6785  8.3284  16.9619  0.0002  0  0.0036
O  5.0312  12.4823  20.89  0.0001  0.004  0.0074
O  3.0129  10.2207  17.9114  -0.001  0.0001  -0.0006
O  9.3791  12.4228  17.6815  0.0015  -0.0005  0.0035
O  0.9383  12.3055  9.9995  -0.0015  -0.0023  -0.0017
O  10.9041  7.4728  13.5301  -0.0001  -0.0006  0.0018
O  9.0752  3.3044  13.2489  0.0012  0.0002  0.0029
O  1.5678  6.2261  13.3637  -0.0018  0.0017  0.0026
O  6.9906  12.999  17.0242  -0.0001  -0.0004  0.0028
O  6.7921  7.2864  15.6542  -0.0014  0.0005  0.0019
O  0.4662  6.7217  15.8089  -0.001  0  0.0029
O  7.0552  2.3523  11.763  0  -0.0021  0.0007
O  10.9151  8.4717  18.2517  0.0015  0.0007  0.0037
O  10.0573  11.0832  10.1459  0.0017  -0.0024  -0.0043
O  8.3828  5.6027  14.4411  -0.0005  -0.0003  0.0022
O  0.3358  6.117  18.5111  0.0007  -0.0004  0.0016
O  2.686  12.309  19.7124  0.0038  0.003  0.0172
O  6.1662  10.2727  19.835  -0.005  0.0042  0.0089
O  7.7994  9.1638  9.6776  0.0007  0.0031  -0.0035
O  7.8388  13.4077  19.5627  -0.0021  -0.003  0.0095
O  6.6261  9.8772  15.9999  0.0005  -0.0008  0.003
O  0.5845  9.6392  10.1344  -0.0016  0.0012  -0.0045
O  11.5803  11.0457  17.8941  -0.0015  0.0018  0.0025
O  4.1101  5.7973  19.717  -0.0021  0.0022  0.0068
O  7.3653  2.125  21.0779  -0.0026  -0.0035  0.0099
O  4.8397  0.9773  11.6285  -0.0009  0.0005  0.002
O  2.3363  12.7694  17.1496  0.0008  -0.0015  0.0042
O  8.2399  6.6369  9.5941  0.0047  0.0068  -0.0031
O  10.9574  4.9021  14.2417  -0.0001  -0.0006  0.0009
O  9.2043  12.3819  13.3586  -0.0005  -0.0009  0.001
O  1.6525  0.2925  14.8471  0.0011  -0.0006  0.0018
O  10.1624  10.2024  20.0559  0  0.0031  0.0038
O  3.9775  11.9795  10.8269  -0.0006  -0.0001  -0.0005
O  8.0891  8.549  20.5805  0.0064  0.0052  0.0036
O  9.5267  2.6094  10.733  -0.0017  0.0048  -0.0019
O  0.2032  12.1505  13.2007  0.0002  0.0001  0.0021
O  9.7094  8.1826  11.2666  -0.0006  0.0019  -0.0028
O  5.5531  10.3679  9.4786  -0.0007  0.0026  -0.0026
O  5.3863  3.4883  20.0523  0.0001  0.0003  0.0075
O  9.3712  6.1407  18.9614  0.0014  -0.0024  -0.0008
O  3.6543  3.5158  18.2266  -0.0002  -0.0015  0.002
O  3.1738  9.5159  10.0149  -0.0038  -0.0026  0.0002

Results
free energy: -163629.920 eV
free energy less fixed offsets of B -154.04, O -568.88, Si -635.61 eV per atom: -4.460 eV

The program warned: the cutoff lies below the one the program advises for these potential files; the forces do not sum to zero within the program's tolerance; the exchange-correlation potential is rough where the density is thin.
